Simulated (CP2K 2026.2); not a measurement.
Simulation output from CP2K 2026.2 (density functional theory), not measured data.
Periodic cell of 506 atoms, Si352O154, from a study of silicon, its oxide and their interface. The atomic structure is a simulated model.
Doubt: the forces sum to 2.15 eV/angstrom along one axis rather than to zero, so they err by at least 0.0042 eV/angstrom per atom on average; the grid cutoff is modest.

Settings: functional PBE; method Gaussian and plane waves; basis set DZVP-MOLOPT-SR-GTH; pseudopotentials GTH-PBE; grid cutoff 350 Ry, relative cutoff 50 Ry; k points Gamma only; occupations fixed; spin none; net charge 0.

Cell vectors (angstrom)
a	15.3866	0	0
b	0	15.3866	0
c	-3.4968	2.8176	38.5984

Atoms and the computed forces on them: element, x, y, z (angstrom), force x, y, z (eV/angstrom)
Si	11.975	17.705	32.482	-0.026	0.139	0.756
Si	11.825	7.119	32.551	0.146	-0.125	0.717
Si	11.892	10.225	32.479	0.016	0.618	0.133
Si	11.88	14.596	32.552	0.042	-0.07	0.748
Si	0.415	17.572	32.422	-0.013	0.287	0.835
Si	0.311	7.467	32.587	0.023	0.083	0.024
Si	0.363	9.914	32.589	-0.074	-0.293	0.52
Si	0.331	14.465	32.648	0	-0.083	0.721
Si	4.253	17.669	32.394	-0.08	0.26	0.815
Si	4.176	7.025	32.531	-0.052	-0.193	0.784
Si	4.246	10.134	32.584	-0.047	0.223	0.847
Si	4.201	14.513	32.441	0.041	-0.254	0.806
Si	8.049	17.72	32.251	0.092	0.369	0.826
Si	8.05	7.091	32.601	-0.046	-0.223	0.786
Si	8.057	10.209	32.603	0.006	0.254	0.84
Si	8.088	14.562	32.459	-0.078	-0.247	0.818
Si	-1.489	2.672	33.764	0.021	0.04	-0.031
Si	-1.586	6.79	33.829	-0.023	-0.062	-0.043
Si	-1.577	10.422	33.85	0.033	-0.003	-0.029
Si	-1.607	14.334	33.914	0.002	0.001	-0.025
Si	2.321	2.677	33.711	0.007	0.012	-0.054
Si	2.216	6.71	33.784	0.013	-0.03	-0.076
Si	2.284	10.405	33.853	0.01	-0.011	-0.018
Si	2.318	14.255	33.84	0.004	0.023	-0.023
Si	6.176	2.714	33.671	0.002	-0.012	-0.071
Si	6.102	6.661	33.835	0.006	0.024	-0.037
Si	6.137	10.441	33.92	-0.01	-0.005	-0.019
Si	6.141	14.266	33.76	-0.002	0.027	-0.034
Si	9.965	2.745	33.64	0.003	0.014	-0.051
Si	9.96	6.743	33.897	-0.015	-0.028	-0.042
Si	10.008	10.495	33.865	-0.048	0.002	-0.033
Si	9.962	14.365	33.854	-0.001	0.015	-0.027
Si	-1.54	4.712	35.016	-0.022	-0.016	0.044
Si	-1.609	8.582	35.314	0.014	0.03	0.036
Si	-1.578	12.371	35.179	0	0	0.042
Si	-1.545	16.249	35.262	0.008	-0.006	0.047
Si	2.252	4.676	35.019	0.024	-0.023	0.029
Si	2.296	8.533	35.272	0.007	-0.021	0.033
Si	2.288	12.344	35.182	-0.007	0.01	0.015
Si	2.32	16.206	35.181	0.001	0	0.046
Si	6.134	4.655	35.057	-0.006	-0.017	0.012
Si	6.128	8.526	35.278	0.002	0.009	0.058
Si	6.127	12.397	35.188	0.008	-0.001	0.012
Si	6.155	16.217	35.124	0.001	-0.007	0.039
Si	9.976	4.684	35.046	0.022	-0.014	0.017
Si	9.967	8.612	35.293	-0.022	0.039	0.066
Si	9.988	12.429	35.185	-0.008	-0.003	0.025
Si	9.954	16.304	35.172	-0.005	-0.004	0.043
Si	11.914	4.693	36.419	0.005	0.007	0.001
Si	11.872	8.579	36.648	-0.017	-0.006	0.018
Si	11.899	12.396	36.557	-0.007	-0.004	-0.021
Si	11.881	16.275	36.548	-0.003	-0.004	-0.003
Si	0.357	4.69	36.441	-0.013	-0.014	-0.022
Si	0.356	8.555	36.598	0.005	-0.007	-0.005
Si	0.356	12.38	36.533	0.005	0.003	-0.004
Si	0.401	16.225	36.562	0	0.004	-0.01
Si	4.189	4.68	36.416	0.001	-0.002	-0.005
Si	4.208	8.537	36.616	0.026	0.005	0.013
Si	4.206	12.377	36.546	0.011	0.007	-0.005
Si	4.243	16.231	36.519	0.001	-0.013	-0.013
Si	8.057	4.681	36.446	-0.001	0.015	-0.014
Si	8.045	8.56	36.618	-0.01	-0.004	0.01
Si	8.057	12.401	36.538	-0.005	-0.003	-0.003
Si	8.045	16.249	36.531	0	-0.012	-0.005
Si	11.902	2.818	37.872	-0.008	0.001	0
Si	11.893	6.583	37.874	0.012	-0.015	-0.001
Si	11.885	10.507	37.964	0.002	-0.001	0.011
Si	11.897	14.335	37.894	0.008	0.008	0.005
Si	0.368	2.793	37.864	-0.001	-0.002	-0.001
Si	0.361	6.586	37.872	0.002	-0.006	0.013
Si	0.362	10.483	37.93	-0.009	-0.005	0.006
Si	0.373	14.3	37.904	-0.001	0.006	0.012
Si	4.206	2.788	37.846	0.002	-0.002	-0.002
Si	4.208	6.564	37.873	0.002	0.004	0.009
Si	4.212	10.477	37.935	-0.007	-0.006	0.012
Si	4.215	14.313	37.89	0.006	0.011	0.013
Si	8.044	2.795	37.867	0	-0.019	0.006
Si	8.06	6.58	37.876	-0.005	0.013	0.005
Si	8.043	10.498	37.934	-0.004	-0.012	0.019
Si	8.06	14.325	37.893	-0.002	0.018	0.011
Si	1.931	15.343	11.528	-0.01	0.025	-0.025
Si	1.941	3.847	11.533	-0.01	-0.003	-0.019
Si	1.966	7.64	11.538	-0.012	0.003	-0.023
Si	1.944	11.499	11.559	0.009	-0.016	-0.005
Si	5.746	15.323	11.552	-0.014	0.017	-0.002
Si	5.759	3.81	11.534	-0.018	-0.013	-0.015
Si	5.771	7.675	11.585	-0.006	0.025	0.003
Si	5.767	11.463	11.579	0.003	-0.023	0.004
Si	9.643	15.327	11.563	0.001	0.003	-0.002
Si	9.63	3.808	11.553	-0.016	-0.001	-0.003
Si	9.643	7.643	11.564	-0.009	0.006	0.003
Si	9.635	11.501	11.575	0.005	-0.006	-0.001
Si	13.445	15.382	11.539	0.007	0.007	-0.015
Si	13.48	3.805	11.537	0	-0.012	0
Si	13.485	7.653	11.541	0.02	-0.006	-0.003
Si	13.478	11.481	11.532	0.014	-0.005	-0.012
Si	1.908	1.907	12.841	-0.019	-0.006	-0.037
Si	1.975	5.749	12.94	-0.004	-0.009	0.03
Si	2.011	9.551	12.894	-0.004	-0.003	-0.035
Si	1.907	13.436	12.905	-0.014	-0.018	0.03
Si	5.68	1.88	12.876	0.026	0.001	0
Si	5.784	5.729	12.902	-0.003	-0.016	-0.019
Si	5.739	9.574	13.012	0.015	-0.009	0.022
Si	5.777	13.389	12.916	0.036	-0.006	-0.004
Si	9.647	1.875	12.893	-0.011	0.003	0.009
Si	9.646	5.721	12.938	-0.01	0.003	0.003
Si	9.657	9.569	12.916	-0.008	0.018	-0.003
Si	9.625	13.418	12.966	-0.006	0.004	0.009
Si	13.479	1.91	12.934	0.004	-0.029	0.019
Si	13.481	5.723	12.89	0.005	0.011	-0.016
Si	13.557	9.566	12.909	0.002	0.024	0.012
Si	13.38	13.432	12.837	-0.004	0.008	-0.03
Si	0.056	1.926	14.265	-0.011	-0.006	-0.007
Si	0.013	5.752	14.248	-0.022	0.008	0.004
Si	0.138	9.54	14.257	-0.012	-0.003	-0.012
Si	-0.112	13.471	14.148	-0.016	0.014	0.003
Si	3.745	1.935	14.264	0.023	0.006	-0.014
Si	3.916	5.759	14.323	0.003	0.007	-0.005
Si	3.796	9.561	14.437	0.037	-0.029	0.024
Si	3.851	13.399	14.255	-0.036	0.03	0.035
Si	7.645	1.817	14.123	-0.009	0.007	-0.066
Si	7.695	5.708	14.264	0.01	0.001	-0.015
Si	7.728	9.565	14.283	0.001	0.001	-0.06
Si	7.687	13.395	14.316	-0.013	-0.007	-0.02
Si	11.559	1.918	14.305	-0.008	0.019	-0.058
Si	11.59	5.693	14.287	0.001	0.006	-0.005
Si	11.625	9.576	14.228	0.001	-0.005	-0.069
Si	11.552	13.419	14.337	-0.008	-0.005	-0.022
Si	-0.075	15.359	15.566	-0.067	0.058	-0.005
Si	0.096	3.864	15.639	-0.001	-0.023	0.003
Si	0.166	7.619	15.677	0.039	0.011	-0.009
Si	0.006	11.548	15.459	-0.002	-0.005	-0.048
Si	3.73	15.357	15.544	0.035	0.047	0.001
Si	3.816	3.844	15.685	-0.015	-0.016	0.005
Si	3.933	7.593	15.844	0.023	0.048	0.025
Si	3.719	11.563	15.756	0.024	-0.018	0.023
Si	7.573	15.365	15.587	0.016	0.004	0.014
Si	7.695	3.7	15.472	0.008	-0.011	0.016
Si	7.76	7.62	15.636	-0.009	0.012	0.037
Si	7.7	11.476	15.697	0.003	-0.036	0.037
Si	11.516	15.372	15.675	-0.027	0	0.06
Si	11.619	3.834	15.742	-0.016	-0.038	0.015
Si	11.703	7.642	15.562	0.013	0.026	0.013
Si	11.584	11.455	15.663	-0.019	-0.014	0.066
Si	1.824	14.798	16.797	0.026	-0.002	0.042
Si	1.937	4.494	17.006	0.076	0.264	-0.604
Si	2.004	6.964	17.078	0.014	-0.283	-0.652
Si	1.712	12.378	16.851	0.253	0.117	-0.562
Si	5.598	15.681	16.892	0.032	-0.18	-0.753
Si	5.818	3.422	16.831	-0.11	0.126	-0.71
Si	5.951	8.048	17.094	-0.154	-0.367	-0.796
Si	5.709	11.218	16.953	0.01	0.255	-0.862
Si	9.504	15.684	16.859	0.046	-0.192	-0.768
Si	9.57	3.412	16.831	0.163	0.206	-0.814
Si	9.776	7.84	16.821	-0.061	-0.2	-0.744
Si	9.665	10.997	16.943	-0.044	0.283	-0.837
Si	13.442	15.801	16.96	0.04	-0.16	-0.756
Si	13.628	3.582	17.042	-0.091	0.214	-0.72
Si	13.61	7.92	16.935	0.044	-0.242	-0.765
Si	13.571	11.078	16.861	-0.037	0.194	-0.785
Si	8.713	16.286	25.137	-0.028	0.042	-0.05
Si	1.384	7.225	20.118	-0.03	-0.057	-0.147
Si	10.36	14.182	26.249	0.013	-0.036	0.018
Si	-0.242	12.086	19.195	0.008	0.057	-0.275
Si	5.614	4.248	19.685	-0.037	0.02	-0.148
Si	4.699	12.304	25.172	-0.046	0.001	0.049
Si	6.832	6.839	19.956	-0.016	0.11	-0.185
Si	7.184	1.766	20.803	-0.159	-0.031	-0.129
Si	9.544	5.614	19.035	0.063	0.101	-0.166
Si	-1.252	5.82	19.277	0.032	0.013	-0.287
Si	-0.159	10.904	23.952	-0.018	0.136	-0.044
Si	6.559	10.486	23.705	0.062	-0.014	-0.018
Si	11.686	6.017	21.063	-0.011	0.013	-0.083
Si	3.035	3.495	22.53	-0.148	-0.051	-0.108
Si	-0.139	4.326	27.082	0.032	0.1	0.13
Si	-1.102	14.931	19.727	0.054	-0.014	-0.189
Si	5.782	15.126	25.236	-0.027	0.072	-0.013
Si	5.898	7.422	23.992	-0.142	-0.051	-0.123
Si	-0.463	9.599	21.111	0.041	-0.015	-0.065
Si	9.845	1.891	22.491	0.019	-0.07	0.029
Si	9.855	13.556	21.72	-0.026	0.014	-0.102
Si	12.852	15.605	24.992	-0.131	0.068	0.058
Si	5.709	13.456	19.136	-0.024	0.118	-0.148
Si	-1.276	9.724	26.53	-0.004	0.025	0.02
Si	8.334	14.833	19.484	-0.057	0.035	-0.16
Si	8.339	3.583	29.307	0.008	-0.108	0.21
Si	11.929	9.034	21.072	-0.001	0.094	0.012
Si	9.908	10.981	19.88	0.013	0.004	-0.127
Si	4.76	16.282	22.516	0.068	0.046	-0.051
Si	2.623	3.091	19.685	-0.153	0.096	-0.105
Si	7.617	6.478	29.667	0.023	0.04	0.151
Si	9.024	12.276	24.148	-0.065	-0.031	-0.082
Si	11.001	4.44	28.271	0.035	0.083	0.122
Si	7.95	9.355	21.48	0.171	-0.035	-0.078
Si	-0.121	7.325	27.986	0.057	-0.086	0.083
Si	12.12	15.489	21.994	-0.032	-0.128	-0.197
Si	3.447	11.113	27.689	-0.06	0.032	0.118
Si	10.817	4.635	23.688	-0.02	-0.022	0.016
Si	10.345	9.74	23.484	-0.034	-0.114	-0.067
Si	3.35	13.997	21.043	0.034	0.012	-0.083
Si	1.002	3.796	29.748	0.068	0.027	0.117
Si	3.365	6.63	25.276	-0.093	-0.041	-0.041
Si	-0.128	12.111	30.519	-0.035	-0.106	0.202
Si	3.515	6.508	22.432	-0.129	0.118	-0.114
Si	4.734	2.034	26.81	-0.087	0.084	0.041
Si	2.441	3.669	25.475	0.088	0.084	-0.06
Si	2.115	12.8	23.626	-0.054	-0.014	-0.171
Si	4.651	12.299	30.283	0.064	0.025	0.199
Si	12.551	4.819	30.703	-0.004	0.042	0.145
Si	9.584	7.183	27.534	0.014	-0.075	0.101
Si	12.49	3.245	25.956	0.038	-0.037	0.008
Si	1.715	15.582	19.017	-0.012	-0.137	-0.576
Si	7.47	3.272	26.48	-0.01	-0.015	0.17
Si	2.791	8.129	27.863	0.015	-0.005	-0.018
Si	4.647	6.254	29.625	0.047	-0.021	0.178
Si	0.497	11.949	27.58	-0.047	-0.07	0.106
Si	7.785	12.334	30.274	-0.037	0.034	0.185
Si	-0.248	13.576	25.038	-0.051	-0.173	-0.074
Si	8.316	5.981	25.163	0	-0.034	-0.079
Si	4.034	3.329	29.414	-0.095	0.029	0.216
Si	10.168	12.056	28.315	0.048	-0.111	0.154
Si	-0.167	6.228	30.695	0.172	0.401	0.506
Si	10.962	9.633	26.489	0.043	0.041	-0.002
Si	12.115	11.953	30.808	-0.098	-0.459	0.603
Si	1.94	15.361	0.635	0.001	-0.013	-0.002
Si	1.932	3.776	0.639	0.003	0.018	-0.004
Si	1.936	7.668	0.69	-0.003	-0.01	0.004
Si	1.936	11.505	0.655	0.007	0.002	-0.004
Si	5.787	15.358	0.631	-0.006	-0.014	-0.004
Si	5.781	3.77	0.641	0.007	0.017	-0.001
Si	5.782	7.662	0.684	0	-0.002	0.004
Si	5.792	11.493	0.661	-0.002	0.002	0.002
Si	9.619	15.364	0.632	0.006	0.001	-0.001
Si	9.629	3.769	0.641	-0.002	0.013	0
Si	9.624	7.665	0.693	0.015	0.001	0.005
Si	9.632	11.498	0.655	0.003	-0.005	0.001
Si	13.469	15.368	0.635	-0.001	-0.017	0.001
Si	13.473	3.77	0.65	-0.003	0.018	-0.001
Si	13.456	7.671	0.7	-0.01	-0.001	0.009
Si	13.475	11.504	0.661	-0.012	-0.006	0
Si	1.938	1.875	2.023	-0.004	-0.003	0
Si	1.934	5.712	2.005	-0.001	0	0
Si	1.936	9.593	2.036	-0.005	-0.003	0.005
Si	1.937	13.435	2.004	-0.002	0.005	0.005
Si	5.784	1.87	2.023	0.007	-0.002	0.001
Si	5.781	5.708	2.003	0.006	0	-0.005
Si	5.787	9.583	2.038	0.009	0.002	0.009
Si	5.782	13.431	2	-0.006	0.001	0
Si	9.627	1.873	2.026	-0.006	-0.004	0
Si	9.628	5.707	2.004	0	0.005	-0.002
Si	9.628	9.59	2.04	-0.003	-0.001	0.005
Si	9.625	13.434	1.999	-0.002	-0.001	-0.008
Si	13.467	1.873	2.033	0.002	-0.005	0.003
Si	13.469	5.71	2.008	0.002	0.004	0.001
Si	13.466	9.595	2.045	-0.001	-0.005	0.005
Si	13.474	13.439	2.003	0.003	0.004	-0.003
Si	0.012	1.877	3.381	-0.001	-0.005	0.005
Si	0.009	5.72	3.368	-0.003	-0.006	0
Si	0.01	9.584	3.39	-0.006	0	-0.004
Si	0.011	13.43	3.368	0.001	-0.003	-0.001
Si	3.861	1.876	3.383	0.003	0	0.002
Si	3.859	5.717	3.369	0.002	-0.007	-0.005
Si	3.861	9.585	3.392	0.002	0.009	-0.003
Si	3.861	13.428	3.37	0.004	0.004	0.002
Si	7.705	1.876	3.385	0.006	0.007	0.005
Si	7.703	5.717	3.368	-0.005	-0.002	0.001
Si	7.707	9.581	3.396	0.003	0.003	0.001
Si	7.704	13.427	3.368	-0.001	0.003	-0.002
Si	11.545	1.876	3.393	-0.002	0.006	0.006
Si	11.548	5.716	3.374	-0.002	-0.011	0
Si	11.545	9.586	3.402	-0.004	0.004	-0.002
Si	11.548	13.431	3.369	0.001	0	0
Si	0.01	15.343	4.743	0.003	0.004	0.001
Si	0.01	3.803	4.738	0.001	-0.008	-0.002
Si	0.01	7.647	4.732	0.003	0.011	-0.005
Si	0.01	11.51	4.74	0.001	-0.007	-0.005
Si	3.86	15.341	4.745	-0.004	0.002	-0.002
Si	3.861	3.802	4.742	0.003	-0.01	-0.001
Si	3.862	7.647	4.732	-0.001	0.008	-0.005
Si	3.862	11.51	4.746	-0.004	-0.001	0
Si	7.705	15.339	4.744	-0.004	0.004	0
Si	7.704	3.803	4.74	-0.001	-0.004	-0.005
Si	7.706	7.643	4.734	0.005	0.006	-0.006
Si	7.705	11.509	4.743	-0.003	-0.004	-0.002
Si	11.547	15.34	4.751	0	0.003	0.001
Si	11.545	3.803	4.749	-0.001	-0.003	0
Si	11.548	7.645	4.738	0.003	0.008	-0.008
Si	11.546	11.514	4.749	-0.001	-0.005	-0.001
Si	1.934	15.342	6.102	0.008	-0.007	0.001
Si	1.935	3.804	6.098	0.002	0.007	0.003
Si	1.936	7.652	6.09	-0.009	-0.01	0.001
Si	1.933	11.503	6.1	-0.006	0.01	0.002
Si	5.784	15.341	6.109	0.006	0	0.002
Si	5.785	3.802	6.105	0.011	0.007	0.002
Si	5.785	7.652	6.098	0.004	-0.007	0.001
Si	5.786	11.503	6.108	0.008	0.006	0.004
Si	9.622	15.337	6.113	0	-0.003	0.006
Si	9.62	3.808	6.109	-0.01	0.004	0.004
Si	9.625	7.644	6.101	-0.006	-0.007	-0.001
Si	9.623	11.507	6.111	-0.003	0.006	0.005
Si	13.474	15.344	6.108	0.007	-0.005	0.005
Si	13.474	3.804	6.102	-0.004	0.004	0.005
Si	13.474	7.652	6.096	-0.01	-0.008	0.001
Si	13.474	11.503	6.104	0.003	0.005	0.001
Si	1.932	1.881	7.459	-0.001	-0.012	0.003
Si	1.937	5.733	7.453	0.007	-0.001	0.003
Si	1.936	9.574	7.456	0.002	0.004	-0.002
Si	1.931	13.42	7.464	-0.002	-0.001	0.001
Si	5.784	1.879	7.469	-0.005	-0.001	-0.003
Si	5.792	5.73	7.459	-0.013	-0.006	-0.002
Si	5.788	9.575	7.467	-0.002	0.007	-0.002
Si	5.788	13.42	7.474	-0.014	0.006	0.002
Si	9.616	1.882	7.464	0.005	0.009	0.002
Si	9.623	5.731	7.476	0.003	0.006	0.001
Si	9.621	9.571	7.459	0.008	-0.004	-0.004
Si	9.619	13.419	7.487	0.001	0	0.007
Si	13.473	1.884	7.467	-0.002	0.002	0.002
Si	13.473	5.732	7.459	0.011	0.001	-0.001
Si	13.476	9.574	7.462	-0.002	0.005	-0.005
Si	13.474	13.42	7.468	0.003	-0.009	-0.001
Si	0.013	1.886	8.827	0.002	0.001	0.002
Si	0.014	5.736	8.812	-0.013	0.004	-0.001
Si	0.017	9.573	8.824	-0.009	-0.005	0
Si	0.01	13.423	8.829	0.018	0.001	-0.003
Si	3.855	1.88	8.82	0.015	0.008	-0.003
Si	3.866	5.737	8.805	0.001	-0.005	-0.006
Si	3.859	9.577	8.822	-0.001	-0.006	0
Si	3.857	13.41	8.817	0	0.006	-0.005
Si	7.703	1.876	8.841	-0.001	0.003	-0.009
Si	7.7	5.736	8.845	-0.009	0	0
Si	7.71	9.572	8.839	0.001	-0.003	-0.002
Si	7.697	13.416	8.858	0.002	-0.001	0.007
Si	11.539	1.889	8.817	-0.011	-0.005	-0.008
Si	11.555	5.731	8.826	-0.007	-0.003	0
Si	11.544	9.57	8.817	-0.013	0.002	-0.005
Si	11.554	13.414	8.832	0.017	0.001	0.002
Si	-0.004	15.347	10.188	0.001	-0.007	0.001
Si	0.015	3.821	10.176	0.014	-0.002	-0.001
Si	0.027	7.648	10.187	0.006	-0.007	-0.002
Si	0.023	11.497	10.186	-0.01	0.011	-0.004
Si	3.848	15.331	10.166	-0.002	-0.016	0.002
Si	3.852	3.818	10.162	0.003	0.005	0.003
Si	3.878	7.65	10.177	-0.016	-0.015	0
Si	3.86	11.496	10.191	-0.006	0.012	0.002
Si	7.697	15.344	10.219	0.007	-0.002	0.01
Si	7.7	3.804	10.196	0.004	0.006	0.003
Si	7.703	7.659	10.219	0.003	-0.002	0
Si	7.701	11.484	10.22	0.008	0.009	-0.001
Si	11.539	15.352	10.17	0.013	0.01	0.001
Si	11.55	3.808	10.186	0	0.006	0
Si	11.556	7.654	10.186	-0.001	-0.001	-0.001
Si	11.546	11.483	10.188	-0.001	0.001	0
O	9.778	11.668	18.425	0.082	0.742	0.391
O	0.672	8.494	20.816	0.191	0.226	0.432
O	1.986	7.548	18.633	0.266	0.259	0.106
O	1.166	12.053	18.379	0.164	-0.35	0.244
O	5.681	1.867	17.37	0.107	0.02	0.401
O	5.339	14.73	18.198	-0.106	0.204	0.066
O	1.805	3.908	18.549	-0.126	0.108	0.177
O	7.261	13.625	19.546	0.362	-0.289	0.33
O	9.3	4.307	18.148	-0.29	-0.025	0.43
O	5.779	9.647	17.382	-0.11	0.021	0.52
O	5.601	12.073	18.326	-0.094	-0.077	0.554
O	2.668	12.999	22.116	0.132	-0.522	0
O	9.295	14.755	18.187	0.214	-0.588	0.108
O	3.312	12.933	24.681	-0.027	0.132	0.502
O	13.527	1.99	17.441	0.119	-0.051	0.223
O	13.457	14.922	18.331	-0.209	-0.314	0.301
O	2.436	3.342	29.2	-0.091	-0.303	-0.496
O	-1.531	11.932	18.218	-0.476	0.316	0.142
O	3.785	4.917	22.417	0.496	-0.174	-0.215
O	13.496	8.961	20.744	0.133	-0.465	-0.04
O	8.681	7.18	26.191	-0.378	0.575	-0.296
O	11.328	14.078	22.138	0.288	-0.147	0.11
O	1.023	13.917	24.078	0.079	0.532	-0.021
O	2.744	7.682	26.313	-0.275	0.115	-0.128
O	6.272	7.444	18.567	-0.085	-0.219	0.223
O	13.574	9.506	17.342	-0.161	-0.057	0.194
O	6.02	4.405	18.12	0.392	0.427	-0.104
O	4.946	15.602	23.95	-0.51	-0.215	-0.105
O	13.199	5.741	20.582	0.099	-0.057	0.517
O	-0.445	9.862	25.151	0.165	-0.347	-0.274
O	1.122	5.354	30.212	0.464	0.387	-0.279
O	10.161	3.386	22.943	-0.333	0.067	-0.234
O	4.195	16.083	31.995	0.001	0.182	-0.372
O	-0.516	13.45	20.011	-0.033	-0.194	0.349
O	2.092	3.263	21.215	-0.507	-0.098	0.021
O	4.707	13.38	20.4	0.306	-0.448	0.513
O	9.086	9.107	22.643	-0.223	-0.586	0.203
O	-0.138	10.879	20.22	0.424	0.02	0.374
O	10.363	5.771	27.631	0.058	0.04	-0.429
O	4.174	6.134	31.171	-0.05	-0.555	-0.137
O	1.24	8.147	28.307	-0.058	0.218	0.281
O	0.548	12.459	29.105	0.138	0.469	-0.239
O	4.228	8.59	32.044	-0.108	-0.045	-0.31
O	7.175	8.005	21.029	-0.36	0.13	0.162
O	12.327	4.832	29.11	0.36	0.299	-0.542
O	-0.088	3.677	28.566	-0.617	-0.229	0.016
O	7.944	2.991	30.757	-0.171	0.19	-0.227
O	0.369	15.98	32.025	-0.133	0.021	-0.543
O	-0.788	7.05	29.44	-0.502	0.121	-0.174
O	11.922	16.137	31.94	-0.099	-0.003	-0.543
O	6.089	6.996	29.567	0.035	0.596	-0.037
O	8.068	11.067	31.229	0.11	-0.022	-0.318
O	9.977	6.871	18.115	0.44	0.116	-0.028
O	5.914	2.959	26.211	-0.112	0.145	-0.244
O	0.506	2.908	30.98	-0.013	0.043	-0.306
O	6.15	16.306	21.706	0.207	-0.627	-0.016
O	10.22	10.914	27.161	-0.378	0.04	-0.149
O	4.122	3.669	19.706	-0.045	-0.102	0.341
O	11.786	13.449	31.386	-0.337	0.092	-0.187
O	8.096	6.274	31.199	0.351	-0.259	0.036
O	7.843	2.778	27.992	-0.141	-0.474	-0.076
O	4.352	3.044	30.966	0.486	0.106	-0.142
O	7.709	4.811	26.101	-0.008	0.115	0.028
O	11.67	6.021	31.347	-0.344	0.04	-0.321
O	-1.722	11.972	30.35	-0.008	-0.234	-0.095
O	11.195	11.679	29.508	-0.183	-0.428	-0.178
O	9.665	5.478	24.434	0.087	-0.069	0.191
O	9.945	3.749	29.279	0.178	-0.177	0.161
O	4.955	6.929	25.212	0.433	-0.03	0.527
O	8.035	8.652	32.122	-0.037	0.079	-0.432
O	-0.565	10.107	22.628	-0.411	-0.066	0.278
O	7.765	11.299	24.446	0.135	-0.246	0.459
O	0.26	13.341	31.481	0.02	-0.149	-0.171
O	0.174	13.125	26.534	-0.099	0.453	0.005
O	4.623	2.212	28.415	0.104	-0.35	0.055
O	10.243	11.343	23.64	0.501	0.292	0.02
O	3.147	5.101	25.745	0.143	0.152	0.144
O	5.231	11.345	23.987	-0.214	-0.152	-0.248
O	-1.298	5.116	31.108	0.154	-0.524	0.521
O	4.498	11.429	26.509	0.633	-0.322	-0.029
O	8.055	16.114	31.954	-0.072	-0.142	-0.287
O	6.877	10.392	22.118	-0.253	0.584	-0.242
O	0.197	15.898	19.546	-0.146	0.291	0.318
O	9.237	14.712	20.794	0.112	0.289	0.213
O	6.218	12.386	29.898	0.006	-0.003	-0.351
O	0.424	10.707	31.136	0.313	-0.002	-0.374
O	1.008	3.655	26.186	-0.104	-0.416	-0.187
O	5.125	15.878	26.513	-0.203	-0.502	0.296
O	9.609	1.859	17.345	0.269	0.069	0.182
O	7.321	15.503	24.974	-0.037	-0.291	-0.426
O	10.603	13.491	27.688	0.151	0.295	0.391
O	3.789	12.066	28.948	-0.256	0.242	-0.155
O	1.946	11.381	27.172	0.061	-0.021	-0.222
O	12.118	3.358	31.233	0.042	0.036	-0.507
O	8.623	10.038	20.183	-0.448	-0.285	-0.519
O	11.836	8.649	31.923	-0.222	0.072	-0.607
O	0.119	5.926	27.203	-0.068	-0.019	-0.503
O	6.584	3.19	20.393	0.409	0.204	0.385
O	2.312	14.335	19.862	-0.162	-0.339	-0.028
O	7.634	5.001	29.058	-0.438	0.089	-0.223
O	-1.106	14.909	25.24	0.45	0.389	0.001
O	4.191	13.646	31.056	-0.083	-0.051	-0.46
O	9.588	16.293	23.769	0.069	-0.529	-0.056
O	5.736	5.709	20.385	-0.24	0.046	0.615
O	7.558	16.256	19.503	-0.144	0.257	-0.559
O	6.351	8.963	24.216	0.188	-0.131	0.143
O	8.675	12.188	28.938	-0.357	0.095	-0.622
O	11.682	9.442	22.625	0.554	-0.032	0.508
O	11.238	10.074	20.046	0.398	0.157	-0.161
O	10.426	9.211	25.009	-0.21	-0.469	0.042
O	8.185	13.669	31.099	0.356	0.056	-0.265
O	2.607	1.531	19.262	0.396	-0.122	0.017
O	13.674	7.049	18.314	-0.272	0.113	0.248
O	2.173	3.44	23.891	-0.366	-0.028	-0.023
O	11.08	16.678	21.632	0.09	0.402	-0.598
O	12.532	9.981	26.359	-0.003	0.167	-0.267
O	3.586	7.07	28.758	-0.218	-0.166	-0.169
O	12.763	15.85	23.412	0.188	0.146	-0.008
O	8.636	7.415	28.835	0.143	0.425	0.027
O	10.674	8.367	27.45	0.339	-0.115	0.341
O	12.736	17.054	25.699	-0.052	-0.07	0.263
O	9.674	9.397	17.314	-0.009	-0.076	0.45
O	11.949	4.057	24.677	0.295	-0.002	0.03
O	8.516	2.026	21.628	0.09	0.07	-0.072
O	-1.105	8.231	27.104	-0.15	-0.395	-0.179
O	11.535	5.591	22.602	0.372	0.129	0.318
O	-1.546	3.985	26.41	0.075	0.094	0.023
O	13.304	15.405	20.902	0.113	0.084	0.301
O	4.36	11.055	31.261	-0.154	-0.007	-0.344
O	9.538	15.573	26.332	-0.024	0.42	0.514
O	3.364	2.486	26.077	-0.15	-0.092	-0.072
O	11.383	3.382	27.126	-0.242	-0.561	-0.16
O	8.811	13.334	22.94	-0.542	0.267	-0.017
O	11.3	7.57	20.859	-0.617	0.174	-0.341
O	4.697	4.751	29.036	0.45	0.046	-0.424
O	3.519	9.549	28.08	0.447	0.047	0.067
O	-0.652	10.811	27.548	-0.166	0.025	0.249
O	8.19	6.003	19.782	0.062	-0.361	0.525
O	3.669	15.405	21.742	-0.314	0.377	-0.023
O	11.757	14.541	25.529	0.202	-0.385	0.064
O	9.455	13.118	25.436	-0.177	-0.041	0.236
O	4.208	2.397	22.624	0.164	0.317	0.304
O	7.241	6.504	24.057	0.108	-0.098	-0.479
O	10.674	5.209	20.104	-0.032	-0.402	-0.105
O	1.403	11.342	23.786	0.454	-0.469	-0.119
O	10	12.18	20.925	-0.002	0.053	0.202
O	5.708	13.531	25.454	0.545	-0.096	0.375
O	8.425	2.439	25.482	0.382	0.408	-0.308
O	-1.464	4.458	18.402	0.011	-0.102	0.344
O	4.968	7.25	22.639	0.143	0.208	-0.326
O	2.698	6.859	23.804	-0.446	0.322	0.031
O	0.261	6.065	19.837	0.067	-0.427	-0.114
O	-0.972	12.29	24.302	-0.713	0.043	-0.338
O	2.624	6.848	21.112	0.137	-0.154	-0.226

Results
total energy: -105179.667 eV
total energy less fixed offsets of O -438.35, Si -107.03 eV per atom: 0.793 eV
